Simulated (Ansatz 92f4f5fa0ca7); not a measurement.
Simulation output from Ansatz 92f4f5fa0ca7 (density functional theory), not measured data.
Periodic cell of 234 atoms, Si134O100, from a study of silicon, its oxide and their interface. The atomic structure is a simulated model.

Settings
functional: r2SCAN
potential files: Ansatz norm-conserving
basis: plane waves
wave-function cutoff: 1300 eV
density cutoff ratio: 4
exchange-correlation grid ratio: 1
k mesh: 2 x 2 x 1, shifted by 0.5 0.5 0.5 of a step
self-consistency stop: 5e-08 eV per atom in the density residual
occupations: Fermi-Dirac, 0.05 eV
spin: none
net charge: 0

Cell vectors (angstrom)
a, 11.5403, 0, 0
b, 0, 15.3871, 0
c, 1.5751, -1.0158, 22.2728

Atoms and the computed forces on them: element, x, y, z (angstrom), force x, y, z (eV/angstrom)
Si, 1.2734, -0.0819, 0.1834, 0.1264, 0.127, -0.5038
Si, 1.246, 3.0962, -0.0077, -0.0316, -0.3024, -0.3966
Si, 1.398, 7.5513, 0.1999, -0.0651, 0.2561, -0.5694
Si, 1.2851, 10.5871, 0.3768, 0.0555, -0.1773, -0.6301
Si, 5.0956, -1.5118, -0.1677, -0.2295, 0.0599, -0.6733
Si, 5.0956, 4.4623, -0.295, -0.0028, -0.153, -0.0977
Si, 5.1354, 7.5863, 0.3777, -0.0518, 0.4377, -0.5434
Si, 5.1169, 10.7397, 0.3854, -0.0036, -0.5086, -0.4141
Si, 9.2209, -0.376, 0.2718, 0.2305, -0.1004, -0.4037
Si, 8.6672, 4.3452, -0.1284, -0.032, 0.0055, -0.1473
Si, 8.9083, 7.4368, 0.4952, -0.0916, 0.0093, -0.6649
Si, 8.8956, 10.4676, 0.0281, -0.0438, -0.4888, -0.2792
Si, 3.3314, -0.5561, 1.2754, -0.0876, -0.1197, -0.0765
Si, 3.2523, 3.5347, 1.2198, 0.0132, 0.2066, -0.3131
Si, 3.2142, 7.3552, 1.654, -0.0328, -0.0447, -0.2
Si, 3.2082, 10.9729, 1.6814, -0.2487, 0.0142, -0.1762
Si, 6.9998, -0.4445, 1.1426, -0.0821, -0.2932, -0.1478
Si, 6.8562, 3.672, 1.218, -0.007, 0.2615, -0.2707
Si, 6.9862, 7.4192, 1.7572, 0.0492, -0.0376, -0.1538
Si, 7.1, 11.0086, 1.5484, 0.2061, 0.0508, -0.2818
Si, 11.0101, -0.373, 1.6875, 0.0746, -0.0422, -0.1565
Si, 10.7289, 3.5211, 1.1928, 0.0444, 0.0867, -0.3718
Si, 10.9641, 7.3008, 1.5627, 0.1486, 0.0755, -0.2787
Si, 10.8109, 10.9391, 1.5176, -0.1045, 0.0682, -0.289
Si, 3.3321, 1.499, 2.606, 0.02, -0.034, -0.2222
Si, 3.1649, 5.3265, 2.7924, -0.0906, -0.1032, 0.0925
Si, 3.2371, 9.1599, 3.0904, -0.0557, -0.0154, 0.2421
Si, 3.2339, 13.0428, 2.813, -0.1228, -0.0133, 0.0825
Si, 6.895, 1.5464, 2.5269, 0.0149, 0.1311, -0.2994
Si, 6.9225, 5.3727, 2.8371, 0.0108, -0.1189, 0.1543
Si, 7.0691, 9.2726, 3.0708, -0.0258, 0.0457, 0.2378
Si, 7.0992, 13.1113, 2.7062, 0.1639, -0.0442, -0.0047
Si, 10.8033, 1.6447, 2.7671, 0.03, 0.2546, 0.2197
Si, 10.8667, 5.3171, 2.765, -0.0098, -0.1859, 0.1608
Si, 10.8972, 9.1441, 3.0089, 0.0267, 0.0461, 0.0606
Si, 10.9304, 12.9797, 2.8365, 0.0223, -0.1374, -0.0275
Si, 1.3242, 1.5361, 4.0091, -0.0527, 0.137, -0.0986
Si, 1.2425, 5.3165, 4.1513, 0.0319, 0.0224, -0.086
Si, 1.2912, 9.1798, 4.3468, 0.0421, 0.1696, -0.0651
Si, 1.3284, 13.0491, 4.176, 0.0246, -0.1041, 0.0883
Si, 5.1326, 1.5256, 4.1126, -0.1044, 0.028, 0.1895
Si, 5.0421, 5.3495, 4.2316, 0.1951, -0.0442, -0.0362
Si, 5.169, 9.2248, 4.4058, 0.038, 0.0368, 0.0491
Si, 5.1941, 13.08, 4.1575, -0.0291, 0.0713, 0.0577
Si, 8.7943, 1.5147, 4.0203, 0.183, -0.1146, 0.0081
Si, 8.8851, 5.3352, 4.1263, -0.0844, -0.0832, -0.1466
Si, 8.9824, 9.1825, 4.3633, -0.1256, -0.0085, -0.1203
Si, 8.9757, 13.0813, 4.1552, -0.1419, -0.0297, 0.0175
Si, 1.2948, -0.3598, 5.4937, -0.0486, -0.0598, -0.0874
Si, 1.2547, 3.3824, 5.4614, 0.1634, -0.0368, 0.0428
Si, 1.2742, 7.2026, 5.5798, -0.0421, -0.0892, -0.0158
Si, 1.4131, 11.1731, 5.5569, -0.115, 0.0282, 0.4984
Si, 5.1502, -0.3765, 5.5778, 0.0638, -0.043, -0.1054
Si, 5.007, 3.4135, 5.5559, -0.0032, 0.0805, 0.0427
Si, 5.1745, 7.2385, 5.6514, -0.0543, -0.0401, -0.1341
Si, 5.2524, 11.2154, 5.6248, -0.1627, -0.0456, 0.3284
Si, 8.934, -0.3724, 5.5326, -0.0543, 0.0499, -0.0985
Si, 8.7626, 3.3833, 5.4275, -0.0464, 0.1207, 0.0026
Si, 8.8488, 7.1984, 5.5711, 0.1153, 0.0234, -0.0905
Si, 8.9929, 11.1889, 5.5566, 0.176, 0.0666, 0.316
Si, 3.1838, -0.2823, 6.9525, 0.0242, -0.0489, 0.0537
Si, 3.0821, 3.4557, 6.9696, 0.0245, 0.0818, -0.0243
Si, 3.2344, 7.2115, 6.912, 0.0936, 0.2053, 0.0367
Si, 3.3367, 11.214, 6.9931, 0.0506, 0.1023, -0.3955
Si, 7.0641, -0.4325, 7.0228, -0.019, -0.1586, 0.0349
Si, 6.9073, 3.4188, 6.9358, 0.03, 0.004, 0.0347
Si, 7.0428, 7.2288, 7.0949, -0.0156, -0.0458, 0.1959
Si, 7.1629, 11.1582, 7.0525, -0.0803, 0.0168, 0.1087
Si, 10.9062, -0.352, 6.8856, -0.0437, -0.041, -0.0325
Si, 10.7564, 3.3096, 6.629, -0.0877, -0.1503, -0.3589
Si, 10.8033, 7.1577, 6.7869, -0.1316, 0.0822, 0.0218
Si, 10.9671, 11.1956, 6.8328, 0.2008, 0.0778, -0.5751
Si, 3.0294, 1.5956, 8.4309, -0.1516, 0.1551, 0.2069
Si, 3.0893, 5.4173, 8.3654, 0.0773, -0.1415, 0.2199
Si, 3.368, 9.1428, 8.1952, -0.1321, -0.007, 0.2468
Si, 3.4203, 13.2241, 8.3549, 0.0063, -0.1414, 0.1999
Si, 6.8956, 1.5035, 8.3454, -0.0292, 0.1111, 0.1966
Si, 6.9133, 5.279, 8.4356, 0.1617, -0.1732, 0.1242
Si, 7.1689, 9.1878, 8.4639, 0.0154, 0.2781, 0.1383
Si, 7.2313, 13.0592, 8.5291, 0.0819, -0.1722, 0.378
Si, 10.7425, 1.5936, 8.1825, -0.0545, -0.0071, 0.0879
Si, 10.6817, 5.1629, 7.9523, -0.0815, 0.1508, 0.0373
Si, 10.8514, 9.1495, 7.9723, -0.0122, -0.0854, 0.1139
Si, 11.0251, 13.0887, 8.2277, 0.1022, -0.126, 0.2706
Si, 0.9616, 2.2564, 9.5657, -0.0497, 0.0946, 0.7664
Si, 0.9349, 5.3435, 9.3461, -0.3228, -0.0755, 0.6178
Si, 1.2546, 9.4567, 9.175, 0.1805, 0.2437, 0.2175
Si, 1.4934, 12.5459, 9.4696, -0.0685, -0.3376, -0.0315
Si, 4.9759, 1.8021, 9.766, -0.0161, 0.0165, 0.5814
Si, 4.9642, 4.9611, 9.7935, -0.0705, 0.117, 0.7513
Si, 5.1645, 9.5891, 9.6602, -0.1475, -0.1383, 0.5164
Si, 5.2367, 12.798, 9.862, 0.0272, 0.0162, 0.4331
Si, 8.8536, 1.7459, 9.6054, -0.0172, 0.131, 0.5924
Si, 8.9631, 4.8233, 9.535, -0.1976, -0.2677, 0.7166
Si, 9.2563, 9.4714, 9.6256, 0.2916, 0.0379, 0.2578
Si, 9.338, 12.622, 9.7508, 0.0069, -0.0818, 0.0403
Si, -1.3132, 6.4474, 14.1195, -0.0944, 0.0648, 0.4881
Si, 6.9175, 4.1128, 16.2797, -0.0268, 0.0184, 0.0641
Si, 2.398, 11.8656, 20.4671, 0.3756, 0.0387, -0.1206
Si, 8.9328, 3.7603, 14.24, 0.1125, -0.1067, 0.058
Si, 8.9607, -0.6531, 11.7893, 0.1284, 0.1609, 0.1829
Si, 4.778, 6.2301, 12.7712, 0.0499, 0.0825, 0.5499
Si, 0.9406, 6.2692, 15.9344, 0.0299, 0.1015, -0.066
Si, 12.1861, 11.4158, 14.4336, 0.0754, 0.1121, 0.0917
Si, 8.3735, 10.0701, 15.8315, 0.0726, -0.1966, 0.0338
Si, 4.1625, 9.0243, 12.527, 0.0177, -0.0916, 0.5226
Si, 1.5136, 8.0813, 18.0016, 0.0557, -0.0023, -0.2221
Si, 4.4879, 3.5474, 14.4239, -0.1069, -0.0785, 0.3089
Si, 1.5703, 10.6642, 11.785, -0.1841, -0.11, 0.5047
Si, 10.9607, 2.8797, 19.3917, 0.0029, 0.0664, -0.5982
Si, 0.9887, 5.343, 18.687, -0.148, 0.2098, -0.4486
Si, 4.1967, 1.2128, 12.6012, -0.1266, 0.1654, 0.4934
Si, 6.3195, 13.2459, 12.6409, -0.0091, -0.2328, 0.4524
Si, 1.5385, 3.6638, 14.6902, 0.0378, 0.1043, 0.2304
Si, 4.9439, -0.7005, 14.8831, -0.0391, 0.0135, 0.382
Si, 3.3439, 4.3079, 20.1132, -0.1228, 0.0666, -0.2477
Si, 10.8815, 11.7386, 20.4767, -0.1695, 0.1011, -0.1445
Si, 7.3736, 6.05, 14.2194, 0.0387, 0.1693, 0.1111
Si, 10.4469, 6.9378, 11.1195, -0.0459, 0.0471, 0.2445
Si, 6.2166, 10.5891, 14.2186, 0.0269, -0.1626, 0.1688
Si, 5.9836, 3.1671, 19.0272, 0.0234, -0.126, -0.437
Si, 11.2636, 1.8201, 16.5629, 0.0387, -0.0611, -0.1293
Si, 3.4512, 10.5335, 18.058, 0.0649, -0.3071, -0.4296
Si, 12.6524, 1.8607, 12.4701, -0.0349, 0.0555, 0.5976
Si, 13.3824, -0.317, 17.6635, 0.1828, 0.0754, -0.3938
Si, 10.2136, 1.0387, 13.9626, -0.0132, 0.2254, 0.3877
Si, -0.4282, 9.7788, 16.571, 0.0232, -0.3396, 0.1019
Si, 6.528, -1.8323, 18.989, 0.01, 0.0162, -0.492
Si, 14.297, -2.6997, 15.9417, -0.0271, 0.0047, -0.0652
Si, 11.6761, 0.1544, 19.9055, -0.041, -0.1159, -0.3062
Si, -1.438, 12.3245, 16.2119, -0.0738, 0.2806, -0.0987
Si, 9.5377, -1.4814, 18.5935, -0.084, 0.1839, -0.5709
Si, 4.8973, 0.4512, 17.6323, -0.1252, -0.0502, -0.2265
Si, 6.1683, 10.8692, 17.2285, 0.0182, -0.2514, 0.0399
O, 12.6635, 3.3545, 13.1464, 0.0365, -0.3745, -0.1489
O, 10.307, -0.1511, 19.0727, 0.2299, -0.0854, 0.2616
O, 5.4224, 1.8115, 18.3171, 0.1021, 0.2586, 0.2173
O, 9.4523, 2.4219, 13.4983, 0.1223, -0.0989, 0.0822
O, 1.6115, 6.5387, -1.0859, -0.0734, 0.0271, 0.2051
O, 12.0514, 1.7292, 19.7942, -0.2032, 0.0465, 0.1234
O, 1.2494, 11.6985, -0.8049, -0.1087, 0.064, -0.0797
O, 1.386, 9.1038, -0.404, -0.1825, 0.1335, 0.8639
O, 5.3849, -0.8201, 18.4894, 0.1075, -0.0851, 0.0891
O, 4.0827, -1.8752, 15.5805, 0.0223, 0.1154, -0.0929
O, 5.1467, 6.1398, -0.5111, -0.0569, -0.3417, 0.2881
O, 5.1661, 3.8165, -1.8391, -0.0301, 0.3781, 0.4866
O, 5.5498, 3.4913, 15.6462, 0.0888, 0.1495, -0.1697
O, 1.2273, 6.9166, 19.1167, 0.0182, -0.2194, -0.1081
O, 14.5527, -4.1139, 16.683, 0.0429, 0.0541, 0.2929
O, 9.7203, 9.1984, 15.961, 0.0169, 0.469, 0.0468
O, 9.2814, -1.89, -0.3576, -0.0108, 0.0552, -0.2109
O, 9.9112, -2.7979, 19.4781, 0.2012, -0.1026, 0.2736
O, 11.348, -0.296, 21.4178, -0.2222, -0.1837, 0.193
O, 8.2959, 3.7935, -1.6762, 0.2908, 0.1963, 0.6253
O, 8.8752, 8.8445, -0.4227, 0.0691, 0.2785, 0.7242
O, 8.7183, 6.0023, -0.3275, 0.2231, -0.471, 0.2417
O, 1.0387, 9.4719, 10.815, 0.0936, 0.2077, -0.5448
O, 0.3035, 6.5708, 10.325, 0.3027, -0.4012, -0.2314
O, 0.463, 1.613, 11.0154, 0.1637, 0.1716, -0.482
O, 1.0577, 3.8534, 10.0817, 0.0683, -0.2949, -0.5756
O, 14.1876, 1.4545, 12.2594, 0.0288, 0.0523, -0.0736
O, 3.7412, 7.4868, 12.9153, 0.2807, 0.0735, -0.3341
O, 1.3365, 11.0569, 8.7853, -0.0611, 0.2358, 0.5645
O, 1.7401, 12.1322, 11.0705, -0.1178, -0.0698, -0.6579
O, 13.3715, -1.7258, 16.8533, 0.1256, 0.0953, 0.099
O, 4.961, 0.9125, 11.1933, 0.0065, 0.321, -0.5977
O, 4.9743, 3.3804, 10.2725, 0.0199, -0.0453, -0.4753
O, 9.4743, -0.2266, 13.2812, -0.1117, -0.0779, -0.5565
O, 4.9193, 5.7917, 11.2206, -0.009, -0.2369, -0.4404
O, 4.9951, 8.8747, 11.1376, 0.0861, 0.2045, -0.3646
O, 5.0554, 11.1791, 10.028, 0.0608, -0.1306, -0.1967
O, 2.9423, 10.0774, 12.4185, -0.1184, 0.0831, -0.2565
O, 8.851, 0.6925, 10.8761, 0.0502, -0.0572, -0.1905
O, 8.9196, 3.2954, 10.2143, 0.0538, 0.0523, -0.7301
O, 3.0348, 3.1031, 15.0198, 0.0498, 0.1192, -0.3211
O, 9.3194, 5.795, 10.8138, 0.1523, 0.1095, -0.2798
O, 9.841, -1.7843, 11.0042, -0.3214, -0.0747, -0.1031
O, 9.3295, 11.0176, 10.267, -0.078, 0.2624, -0.5535
O, 11.7756, 0.9531, 13.5004, -0.0127, 0.2367, -0.2922
O, 4.9371, 2.491, 13.2841, -0.2218, -0.2377, -0.1885
O, 5.0537, 9.5926, 13.7521, -0.0597, 0.0311, -0.4055
O, 13.5659, -3.1243, 14.56, -0.2099, -0.1572, 0.1439
O, 12.0432, 2.965, 15.7169, 0.0244, -0.0589, -0.1197
O, 6.1583, -1.3726, 14.0715, -0.1172, -0.0707, -0.4603
O, 5.1781, 13.3102, 11.4669, 0.0937, -0.1161, -0.648
O, 4.817, 4.1938, 19.4738, -0.1014, -0.0767, 0.1672
O, 0.3964, 5.3726, 17.1758, 0.3109, 0.1189, 0.2574
O, 6.4187, 12.1758, 18.1408, -0.034, 0.1326, 0.1754
O, 7.4708, 9.887, 17.1811, -0.111, 0.3565, -0.3763
O, 7.564, 13.9645, 11.945, 0.0758, 0.0851, -0.0531
O, 8.6992, 6.992, 14.2742, 0.0344, -0.3953, -0.1606
O, 4.1011, 0.051, 13.7293, 0.2052, 0.1158, -0.2213
O, 12.8992, -0.6382, 19.1814, -0.3032, 0.1032, 0.2008
O, 9.7508, 8.3755, 10.7577, 0.0072, -0.178, -0.04
O, 1.3557, 3.936, -1.4297, 0.0268, -0.0548, 0.391
O, 0.4526, 10.9023, 12.9311, 0.3039, -0.0284, -0.2304
O, 10.1866, 1.0621, 15.5948, 0.1808, 0.1688, -0.275
O, 5.1042, -3.1824, -0.4697, 0.0563, 0.5357, 0.4583
O, 10.8149, 6.8898, 12.6935, -0.1505, -0.0048, -0.4655
O, -0.3045, 7.0439, 15.2459, 0.0109, -0.287, -0.2246
O, 8.6898, 11.6836, 15.7372, 0.1868, -0.1923, 0.1601
O, 3.3681, 11.6869, 19.181, -0.2768, 0.0556, 0.3781
O, 10.178, 4.8203, 14.3575, -0.1895, 0.0708, -0.1842
O, 5.4232, 0.3045, 16.0795, -0.1967, -0.172, 0.0121
O, 0.0866, 8.7992, 17.7265, 0.2515, 0.0433, -0.1262
O, 6.5255, 11.6853, 13.0677, -0.0885, 0.3092, -0.1134
O, 5.1074, 9.1616, -0.3472, 0.0293, 0.1006, 0.7246
O, 11.4925, 4.415, 19.5059, 0.1646, -0.1676, 0.0419
O, 9.9311, -1.6914, 17.0202, -0.063, -0.2379, 0.3807
O, 12.3416, 0.707, 16.9907, -0.0561, -0.0192, 0.1943
O, 2.683, 13.2827, 21.1766, -0.1307, -0.0473, 0.0587
O, 12.1792, 10.0724, 15.3781, -0.1964, 0.3013, 0.0497
O, 4.3258, 5.0086, 13.7428, 0.1763, 0.0761, -0.306
O, 10.5323, 2.5283, 17.8448, 0.2493, 0.0373, 0.4574
O, 7.7485, 4.6096, 13.4809, 0.151, 0.1488, 0.2147
O, 7.558, 9.6885, 14.4852, -0.1919, 0.3773, 0.2616
O, 14.8204, 0.415, 17.6296, 0.0349, -0.134, 0.0569
O, 4.9683, 10.0051, 17.8843, -0.1174, 0.3985, -0.0246
O, 1.2781, 1.4693, -0.4439, -0.0291, 0.184, 0.6865
O, 2.417, 4.5989, 18.8045, 0.064, -0.0419, 0.459
O, 6.2161, 6.7557, 13.3609, -0.1711, -0.1973, -0.1599
O, 4.8165, -0.9502, -1.685, 0.1614, -0.2137, 0.4345
O, 6.8928, 3.9274, 17.8927, -0.2187, -0.1822, 0.173
O, -0.738, 11.2421, 17.2249, -0.0732, -0.0951, -0.3071
O, 2.5801, 9.2112, 18.4203, -0.0821, 0.1142, 0.0326
O, 12.4097, 11.7228, 19.9388, -0.1151, -0.0282, 0.2073
O, 6.9595, 5.6788, 15.7705, 0.0787, -0.2943, -0.2833
O, 1.6123, 5.2777, 14.8599, -0.1905, -0.1366, 0.1461
O, 7.9662, -1.1708, 18.6679, 0.0679, -0.169, 0.1826
O, 5.813, 11.2519, 15.6682, 0.2454, -0.1799, -0.0256
O, 1.9773, 7.3551, 16.5891, -0.407, -0.0426, 0.3323
O, 11.0052, 12.4549, 14.8714, 0.1141, -0.3102, 0.2004
O, 8.2741, 3.3861, 15.6989, -0.1722, 0.2628, -0.2179
O, 8.7944, 11.2481, -1.4436, 0.2291, 0.0912, 0.3699

Results
free energy: -62190.884 eV
free energy less fixed offsets of O -463.61, Si -117.95 eV per atom: -24.584 eV
pressure: -1.50 GPa
stress xx, yy, zz, yz, xz, xy (GPa, positive in tension): -0.47, 2.82, 2.15, 0.05, -0.04, 0.22

The program warned: the forces do not sum to zero within the program's tolerance.
